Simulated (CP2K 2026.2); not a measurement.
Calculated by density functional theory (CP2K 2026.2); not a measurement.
Periodic cell of 464 atoms, Si288O168N8, from a study of silicon, its oxide and their interface. The atomic structure is a simulated model.
Doubt: the forces sum to 4.24 eV/angstrom along one axis rather than to zero, so they err by at least 0.0091 eV/angstrom per atom on average; the grid cutoff is modest.

Settings
functional: PBE
method: Gaussian and plane waves
basis set: DZVP-MOLOPT-SR-GTH
pseudopotentials: GTH-PBE
grid cutoff: 350 Ry, relative cutoff 50 Ry
k points: Gamma only
occupations: fixed
spin: none
net charge: 0

Cell vectors (angstrom)
a	16.3356	0	0
b	0	16.3356	0
c	-4.7913	0.7963	29.7993

Atoms and the computed forces on them: element, x, y, z (angstrom), force x, y, z (eV/angstrom)
Si	-3.133	15.572	29.6708	-0.3007	0.1114	0.6656
Si	-1.1775	2.4849	29.6617	0.3249	-0.2284	0.7093
Si	-3.0836	4.9979	29.7701	-0.3412	0.19	0.6128
Si	4.2494	6.6491	0.1972	-0.0866	0.1683	0.6051
Si	1.0335	9.8079	0.0979	0.2887	-0.3641	0.6694
Si	-0.9393	13.2836	29.6442	0.2263	-0.1402	0.5915
Si	1.9929	16.1184	29.7323	0.1204	-0.3631	0.686
Si	5.1045	1.9233	29.7214	-0.1635	0.1499	0.5678
Si	1.6942	5.2327	29.7332	0.1751	-0.2954	0.6536
Si	9.2482	6.9054	0.1419	0.0997	0.0107	0.5902
Si	7.1404	9.2108	0.0562	-0.0072	0.1526	0.6226
Si	9.8304	12.2889	0.3858	-0.0496	-0.2911	0.6853
Si	12.1277	15.2424	0.2062	0.1783	-0.0785	0.6411
Si	14.881	1.5932	0.4687	0.1419	-0.0259	0.6487
Si	12.6655	3.7748	0.1616	-0.375	0.2385	0.6177
Si	9.8166	7.568	29.7892	0.2403	-0.0235	0.586
Si	7.5537	9.7773	29.7761	-0.0647	0.3378	0.6014
Si	15.1493	12.063	0.3137	-0.3072	0.2279	0.7672
Si	2.6943	0.0369	1.2675	0.0474	0.0123	-0.0361
Si	5.3625	2.7394	1.1591	-0.0255	-0.024	-0.0763
Si	2.8104	5.4645	1.5688	0.0076	0.0147	0.0106
Si	5.5002	8.2008	1.3937	0.0123	0.0146	-0.0232
Si	2.7436	10.9318	1.2734	-0.0199	0.0069	-0.046
Si	5.4776	13.6897	1.138	0.0489	-0.0384	-0.0367
Si	8.302	0.0512	1.3165	-0.0191	0.0008	-0.0364
Si	10.8984	2.7391	1.295	0.0357	-0.0143	-0.0619
Si	8.0377	5.4139	1.4097	-0.0301	-0.0257	-0.0371
Si	10.8492	8.0188	1.4674	-0.0101	-0.015	-0.0397
Si	8.274	10.8291	1.3701	-0.0119	0.0473	-0.0487
Si	11.0958	13.6887	1.6546	0.046	0.0452	0.0042
Si	13.6368	16.3559	1.6082	-0.0085	-0.013	-0.0304
Si	0.1008	3.0098	1.3954	0.0418	0.014	-0.0027
Si	13.598	5.4006	1.5608	-0.0296	-0.0184	-0.0033
Si	-0.0546	8.0282	1.2107	-0.0086	0.0566	-0.0443
Si	13.4701	10.7502	1.2789	0.012	-0.0528	-0.0672
Si	0.0816	13.6948	1.3794	0.0213	-0.0085	-0.0415
Si	1.3696	1.4275	2.6684	-0.046	0.0102	0.0321
Si	4.1507	4.0127	2.7782	0.0178	-0.0302	-0.0015
Si	1.3277	6.8373	2.7282	-0.0314	0.0049	-0.018
Si	4.0935	9.5836	2.6628	0.0122	0.0213	0.0024
Si	1.4201	12.2834	2.7111	-0.04	-0.0249	0.0149
Si	4.1315	15.0249	2.6003	-0.02	-0.0393	0.0254
Si	6.8049	1.4125	2.566	0.0075	0.0227	0.0081
Si	9.4965	4.0614	2.6656	0.0106	-0.0026	0.0011
Si	6.7548	6.7891	2.8023	0.0054	0.006	0.0304
Si	9.5694	9.4884	2.7919	-0.0195	0.0167	0.0167
Si	6.8097	12.2741	2.5779	-0.0142	-0.0034	-0.0024
Si	9.5455	15.0155	2.7961	0.0196	0.005	0.0475
Si	12.217	1.4308	2.8162	-0.0026	0.0265	0.0271
Si	15.0592	4.1724	2.8785	0.0232	-0.0083	0.0166
Si	12.1898	6.7198	2.8537	-0.0069	0.0064	0.0504
Si	14.9231	9.4238	2.6327	-0.0081	0.0153	0.0349
Si	12.3581	12.1574	2.8362	0.0234	-0.0227	-0.0006
Si	15.0452	14.9594	2.8136	-0.0038	-0.0189	-0.0058
Si	0.0395	16.4035	4.0871	-0.0226	0.0331	-0.0153
Si	2.7497	2.6913	4.1068	-0.0075	-0.001	-0.0077
Si	0.0475	5.5272	4.2074	-0.007	-0.0223	0.0205
Si	2.7237	8.2125	4.0369	-0.0031	-0.0217	0.0172
Si	-0.007	10.8515	3.984	0.0084	0.0041	-0.0069
Si	2.7827	13.6631	4.0252	0.0095	0.0194	-0.0046
Si	5.4807	16.3675	3.9887	0.0172	-0.0025	0.0085
Si	8.134	2.7194	4.029	-0.0153	-0.0141	0.0015
Si	5.4287	5.4244	4.1505	-0.0017	-0.0125	0.0296
Si	8.1657	8.1379	4.1147	-0.0041	0.0068	-0.0076
Si	5.4562	10.9389	4.0124	0.0342	0.0271	0.0089
Si	8.1431	13.6	4.0433	-0.0252	-0.0077	0.026
Si	10.877	16.3809	4.1582	0.0089	-0.0042	0
Si	13.6403	2.7624	4.1388	-0.017	-0.003	0.0002
Si	10.8141	5.3727	4.1326	0.0026	-0.0162	0.0296
Si	13.6039	8.1344	4.1061	0.0162	0.018	-0.007
Si	10.9013	10.8648	4.1519	-0.0004	-0.0007	0.0109
Si	13.7148	13.5487	4.1441	-0.0111	0.0102	0.0138
Si	1.3529	14.977	10.8854	-0.0252	0.0079	-0.0157
Si	4.0958	1.3825	10.9126	0.0274	0.0107	-0.0049
Si	1.346	4.1629	10.8847	0.0108	0.0015	-0.0076
Si	4.0747	6.8559	10.974	0.0027	-0.0094	0.0041
Si	1.3064	9.5196	10.9781	-0.0134	-0.0072	-0.0272
Si	3.996	12.215	10.8901	-0.0096	0.0047	0.0263
Si	6.7946	14.9199	10.7126	0.012	-0.0126	-0.02
Si	9.6255	1.4208	10.7978	-0.0077	0.0024	-0.0006
Si	6.8348	4.0985	10.9384	0.019	0.0135	-0.0082
Si	9.4619	6.7196	11.0333	-0.0334	-0.0186	0.0016
Si	6.7779	9.4438	10.9048	-0.0135	-0.008	0.0012
Si	9.4493	12.151	10.7501	-0.0282	-0.0089	-0.0041
Si	12.2661	14.9487	10.7479	0.0191	0.0068	-0.0052
Si	-1.3391	1.3961	10.7943	-0.0013	0.0032	-0.005
Si	12.2754	4.1044	10.9469	-0.0144	0.0047	0.0128
Si	-1.3713	6.8527	11.0206	-0.0004	0.0097	-0.0061
Si	12.2153	9.5054	10.8599	0.0058	0.0015	-0.0155
Si	-1.3334	12.2781	10.8985	0.0338	0.007	0.0216
Si	2.7144	16.3427	12.2281	-0.0102	-0.0123	-0.0008
Si	5.4752	2.7489	12.2699	0.0084	-0.0056	-0.0302
Si	2.5981	5.5849	12.2981	-0.0265	0.0089	-0.0093
Si	5.5241	8.0879	12.3925	0.019	-0.0242	-0.0024
Si	2.6007	10.9108	12.3342	0.0231	0.0637	0.0222
Si	5.4363	13.5995	12.1016	0.0122	0.0058	-0.0485
Si	8.2276	16.2955	11.9224	0.0097	-0.0114	-0.0634
Si	10.934	2.735	12.3047	-0.0134	-0.02	-0.0077
Si	8.1464	5.2937	12.5099	0.0277	0.0072	0.01
Si	10.8713	8.1489	12.2556	-0.0056	0.0171	-0.0255
Si	8.131	10.8238	12.2147	0.005	0.0075	-0.0166
Si	10.821	13.5514	11.9683	-0.0055	0.0221	-0.0633
Si	13.6671	16.3002	12.0692	0.0156	-0.0016	-0.0278
Si	-0.0236	2.7813	12.1869	-0.0151	0.0001	-0.0299
Si	13.61	5.4684	12.3627	-0.0191	-0.0323	-0.0134
Si	-0.0721	8.2439	12.4556	0.029	0.0211	-0.0065
Si	13.5816	10.895	12.1691	0.0076	-0.0102	-0.0625
Si	0.0188	13.645	12.3115	-0.0487	-0.0254	0.0132
Si	1.3148	1.3886	13.5168	0.0271	0.0043	0.0417
Si	3.9881	4.1438	13.5059	-0.0018	0.0014	0.0315
Si	1.2573	6.8973	13.8892	0.0185	-0.0626	0.0577
Si	4.1062	9.567	13.5549	0.0037	0.0061	0.0182
Si	1.2315	12.2651	13.8159	-0.0223	0.0194	0.1283
Si	4.1147	14.9495	13.4928	0.0229	-0.0097	0.0469
Si	6.993	1.2721	13.3399	0.0054	0.0073	0.0389
Si	9.6137	3.919	13.9035	0.0097	0.0472	0.0591
Si	6.7462	6.612	13.954	-0.0381	-0.0085	0.0077
Si	9.4554	9.4565	13.6093	-0.0255	-0.0303	0.0348
Si	6.7501	12.2281	13.4842	-0.0097	-0.0032	0.0746
Si	9.5092	14.9146	13.2824	-0.0445	-0.037	0.0387
Si	12.348	1.2596	13.4526	0.0266	0.0489	0.0366
Si	-1.349	4.0792	13.6752	0.0452	0.0026	0.0591
Si	12.2033	6.82	13.6951	-0.0254	0.0031	0.0406
Si	-1.5309	9.6408	13.7409	-0.0869	-0.0243	0.0269
Si	12.1293	12.2709	13.3513	-0.0394	-0.0257	-0.0099
Si	-1.4012	15.0456	13.5805	0.0168	0.0155	0.102
Si	-0.1985	16.6345	14.8954	0.01	-0.2801	-0.6124
Si	2.4371	2.9836	14.7808	0.0642	-0.1892	-0.6854
Si	0.1606	5.1573	15.1768	-0.2089	0.2674	-0.6008
Si	2.98	8.1394	14.9854	-0.2824	0.0536	-0.6303
Si	-0.725	11.3971	15.0935	-0.0706	-0.0179	-0.5745
Si	3.0646	13.3892	14.8902	-0.2467	0.0266	-0.6449
Si	5.7889	16.118	14.6309	-0.1999	0.0918	-0.6999
Si	8.6303	1.966	14.9206	0.0714	0.1366	-0.5318
Si	4.8259	5.5611	15.1744	0.5005	-0.2468	-0.6469
Si	8.4661	7.8209	15.0535	-0.1645	0.0789	-0.7181
Si	5.2324	11.1217	14.9018	0.1653	-0.0667	-0.6824
Si	7.9125	13.8784	14.6143	0.0965	-0.1873	-0.7713
Si	10.988	16.1037	14.6009	0.0994	-0.0596	-0.1116
Si	13.864	2.3739	14.8288	-0.0664	0.0903	-0.7047
Si	10.7781	5.6405	15.1486	0.0676	-0.2741	-0.6069
Si	13.1608	8.5144	15.0223	0.3288	-0.2127	-0.6714
Si	11.0057	10.788	14.7504	-0.278	0.1138	-0.704
Si	13.2704	13.7798	14.6708	-0.0101	0.1399	-0.239
Si	7.2077	9.8967	17.0671	-0.0485	0.0077	-0.1986
Si	9.3004	12.2414	16.8564	0.03	-0.1099	-0.0237
Si	11.3795	0.7873	27.8374	0.0847	-0.0203	-0.1107
Si	-0.0199	6.4657	26.1179	0.1122	0.0292	0.0417
Si	5.1787	6.3813	27.2163	-0.0192	-0.1144	-0.0596
Si	5.1129	3.1269	26.8368	0.146	0.016	-0.0031
Si	0.5167	11.8577	24.6859	0.2022	-0.0103	0.0843
Si	-0.9655	7.2415	19.9713	-0.0072	0.0631	0.0674
Si	1.3011	5.0378	24.0636	-0.0663	-0.0101	0.1408
Si	-1.255	13.3556	16.9515	-0.1514	-0.0772	-0.067
Si	7.4614	11.8198	25.1754	0.1289	0.0245	-0.0577
Si	10.9153	13.3547	19.2167	0.1224	-0.0243	0.0132
Si	6.3476	6.0914	23.311	-0.023	-0.1331	0.0105
Si	6.3218	1.5785	16.9241	0.0461	0.0894	-0.2136
Si	0.8598	0.6031	20.7352	-0.0598	0.0646	-0.1046
Si	6.2152	1.0343	22.9846	0.0458	-0.1445	-0.1199
Si	11.4501	12.4224	21.8235	0.0906	0.04	0.0735
Si	3.8944	9.3724	21.5624	-0.2173	0.0402	0.0215
Si	1.5096	4.2669	26.9504	-0.0527	0.0752	-0.0559
Si	1.2525	14.7683	16.7847	0.2413	0.1245	0.0428
Si	7.8226	7.2451	25.7412	-0.0094	0.05	0.0858
Si	1.1877	9.197	19.9105	0.1006	0.0011	0.2301
Si	10.1952	2.8415	26.1476	-0.0393	0.0599	-0.0024
Si	9.7543	9.7318	25.374	0.0384	0.0145	-0.0979
Si	5.7413	8.4534	19.2184	-0.0923	-0.1686	0.0852
Si	-3.9313	9.7756	26.9372	-0.0729	-0.012	-0.0915
Si	1.1288	11.9916	27.8091	-0.1958	-0.0634	-0.3877
Si	1.6988	2.9809	22.259	0.0434	-0.0484	-0.1159
Si	5.1726	14.504	22.8491	0.0451	0.0987	0.0416
Si	-0.8682	4.8239	18.1347	-0.0717	0.0191	-0.0988
Si	9.3065	14.7687	27.9219	-0.0103	0.1357	0.097
Si	-2.0711	12.9446	22.3497	0.1819	0.1382	0.0759
Si	8.3258	0.7932	18.8744	0.0749	0.0387	0.0525
Si	-2.046	15.8043	21.3804	0.0317	-0.1548	0.2721
Si	3.9814	3.3562	17.2339	-0.0741	0.082	-0.0617
Si	4.7099	13.7628	20.2755	0.1364	0.0268	0.004
Si	9.2926	5.4598	27.6206	-0.0194	-0.0274	0.1385
Si	5.8943	11.3354	27.8141	-0.1846	-0.1619	-0.1017
Si	10.205	3.4994	23.0351	-0.0599	-0.0252	0.0586
Si	7.2987	6.141	20.5618	-0.0103	-0.0838	-0.0784
Si	3.214	11.1154	26.0714	-0.0881	0.2382	-0.1486
Si	-2.2736	10.7805	24.4855	0.0824	-0.018	-0.0837
Si	2.944	11.4717	19.8756	-0.2768	0.0829	0.0211
Si	12.5068	3.962	17.2011	0.0789	0.1939	0.1134
Si	11.8089	9.5657	23.0248	0.1025	-0.0241	0.079
Si	7.2928	15.1987	21.0857	-0.134	0.0699	0.0064
Si	8.1756	14.7088	25.2665	-0.1839	0.0778	-0.0845
Si	0.8713	12.609	21.8822	0.2005	-0.1319	-0.1336
Si	7.2148	3.5731	22.0058	-0.064	0.1214	-0.0192
Si	-0.2195	14.5584	23.544	-0.2688	-0.0525	-0.047
Si	0.5509	1.4299	27.7065	-0.0715	-0.0114	-0.0907
Si	3.6246	13.8846	25.2649	-0.1487	-0.324	-0.1828
Si	-0.8013	10.8734	18.0745	0.1039	-0.1005	0.0225
Si	3.3783	6.8827	23.2659	0.1792	-0.0471	0.0394
Si	10.4485	2.7389	19.3192	0.0874	-0.1392	0.0557
Si	13.2418	14.8155	18.5514	-0.0663	0.0358	0.0547
Si	7.4855	1.3118	25.6673	-0.0931	-0.0822	-0.0064
Si	11.5457	1.0231	21.695	0.0294	0.0727	-0.0984
Si	12.4871	7.662	20.5877	0.117	0.136	0.028
Si	5.0041	11.6115	23.6216	-0.0853	0.1708	0.0682
Si	9.8056	14.8531	22.6736	-0.0348	-0.0615	-0.0552
Si	3.1029	9.2076	17.8697	0.0787	0.1646	0.0361
Si	2.101	14.3632	19.6917	-0.0957	-0.2936	-0.0232
Si	2.6576	7.9524	25.9773	0.0075	-0.0207	0.2092
Si	1.5203	3.1023	19.2468	0.0373	0.0072	-0.0079
Si	-2.4817	7.235	27.679	-0.0316	-0.0821	0.2129
Si	-2.6505	8.6513	18.0421	-0.1217	-0.024	0.0068
Si	3.5804	1.9676	24.3474	0.0205	0.0372	-0.0123
Si	10.9329	16.2386	19.0562	-0.0074	0.1679	0.0852
Si	1.4144	16.1234	25.2785	0.1861	-0.107	-0.0147
Si	3.2948	14.2403	28.1269	-0.0459	0.1369	-0.2211
Si	10.3034	5.4786	20.961	-0.0786	0.1199	0.1034
Si	1.4091	15.0044	5.405	-0.0038	-0.0114	-0.0043
Si	4.1264	1.3436	5.4329	0.0198	-0.0036	0.003
Si	1.4102	4.0964	5.4815	-0.0019	-0.0193	0.0105
Si	4.0433	6.817	5.4415	0.0052	0.0045	0.0136
Si	1.3568	9.5472	5.4059	-0.025	0.0199	0.0169
Si	4.0952	12.2791	5.3988	-0.011	0.008	0.0103
Si	6.7901	14.9795	5.3975	-0.0015	0.0014	0.0054
Si	9.4819	1.3915	5.4614	0.0021	0.0113	0.0016
Si	6.8282	4.0817	5.4582	0.0008	-0.021	0.0134
Si	9.5011	6.7743	5.4831	0.0052	-0.007	0.0079
Si	6.7779	9.5307	5.4022	-0.0106	0.0216	0.0053
Si	9.4978	12.2383	5.4429	-0.007	0.0028	0.0207
Si	12.2828	14.9579	5.4237	0.026	-0.0059	-0.0193
Si	15.0043	1.3868	5.4666	0.0061	-0.0123	0.0313
Si	12.2426	4.0909	5.4812	-0.0095	-0.0098	0.0135
Si	14.969	6.8462	5.525	-0.0052	0.011	0.015
Si	12.2633	9.4914	5.4826	0.0067	-0.0027	0.0051
Si	15.048	12.1859	5.4644	-0.0118	-0.009	0.0214
Si	2.7473	16.3448	6.7927	0.0133	0.0078	0.0025
Si	5.4559	2.7308	6.8086	0.0139	-0.013	0.0093
Si	2.731	5.4691	6.8638	-0.004	-0.0056	0.0048
Si	5.4186	8.1754	6.7948	0.0054	-0.0024	0.0034
Si	2.7237	10.91	6.7632	0.0017	0.0251	-0.0008
Si	5.4288	13.6194	6.7798	0.006	-0.0043	0.0046
Si	8.137	16.3362	6.7906	-0.0052	-0.011	0.001
Si	10.8683	2.7386	6.8148	0.0083	-0.011	-0.0013
Si	8.1482	5.4396	6.8495	0.0151	0.0068	0.0157
Si	10.8952	8.1172	6.8241	-0.0083	0.0095	0.0044
Si	8.1365	10.8439	6.7929	-0.0059	0.0011	0.0148
Si	10.8982	13.6051	6.7722	-0.0018	0.0079	0.0018
Si	13.6474	16.3283	6.7807	0.0072	0.0115	0.0047
Si	0.017	2.7599	6.8369	-0.005	0.0017	0.0194
Si	13.5863	5.467	6.8442	-0.0097	-0.0081	0.0088
Si	0.0224	8.2114	6.838	-0.0114	0.0133	0.0142
Si	13.6395	10.8546	6.8136	0.0104	0.0073	0.0104
Si	0.0599	13.6055	6.7688	-0.004	-0.0101	0.0081
Si	1.4041	1.3874	8.1658	-0.012	-0.0055	-0.014
Si	4.115	4.1021	8.2015	0.013	0.0041	-0.014
Si	1.3586	6.8404	8.2178	0.003	-0.0097	-0.0039
Si	4.044	9.5294	8.1537	-0.0204	0.0068	-0.0071
Si	1.3732	12.2422	8.1614	0.0121	0.0072	-0.0051
Si	4.0654	14.9709	8.1549	-0.001	-0.0095	-0.0039
Si	6.8037	1.3732	8.1728	0.0057	-0.0021	-0.0214
Si	9.5368	4.1072	8.1949	-0.011	-0.0021	0.0054
Si	6.7669	6.8037	8.1864	-0.0098	-0.001	-0.0069
Si	9.4963	9.4528	8.1528	0.0073	0.0018	-0.011
Si	6.7433	12.1922	8.1248	0.0084	0.0067	-0.0019
Si	9.5304	14.9721	8.1153	0.0098	-0.0092	0.0037
Si	12.2803	1.3782	8.1085	-0.0232	-0.0174	0.0019
Si	14.9711	4.1319	8.1879	-0.0195	-0.0106	-0.0094
Si	12.2321	6.7915	8.24	0.0064	0.0062	0.0049
Si	14.9811	9.5296	8.2169	0.0063	-0.0065	0.0046
Si	12.2556	12.2222	8.1288	0.0022	-0.0004	-0.0016
Si	15.0168	14.9627	8.1212	-0.013	-0.0044	-0.0051
Si	0.0316	16.3422	9.4868	0.0059	-0.0153	-0.013
Si	2.7346	2.7641	9.5596	-0.0046	0.011	0.0019
Si	-0.0385	5.5131	9.5727	-0.004	0.027	-0.0138
Si	2.7138	8.2046	9.5918	-0.0006	-0.013	-0.0175
Si	0.0111	10.8942	9.5592	-0.0119	0.0263	-0.0115
Si	2.7064	13.6093	9.52	0.0047	0.0035	-0.0141
Si	5.4111	16.3543	9.4925	0.0101	-0.0039	-0.0091
Si	8.173	2.7501	9.5272	0.0086	-0.0188	-0.0171
Si	5.436	5.4685	9.6052	-0.0068	0.0004	-0.0021
Si	8.1595	8.0939	9.5736	0.0218	0.0068	-0.0052
Si	5.3937	10.8397	9.5551	-0.0022	0.0249	0.0011
Si	8.1427	13.5509	9.3965	0.001	-0.0066	-0.0269
Si	10.9283	16.3547	9.4358	-0.0157	0.0065	-0.007
Si	13.5968	2.7571	9.5079	0.0053	0.0113	-0.0051
Si	10.8633	5.4383	9.6168	0.0026	0.007	0.0056
Si	13.6215	8.1517	9.5721	0.0016	0.0031	-0.0145
Si	10.8737	10.8295	9.4533	0.012	-0.0045	-0.0209
Si	13.6518	13.5827	9.4597	0.0041	-0.02	-0.0118
O	0.1906	15.9439	24.2266	-0.4118	0.6534	0.0363
O	6.5847	10.0053	28.4556	-0.2441	-0.2383	-0.1625
O	11.6607	5.1628	16.468	-0.0961	0.2763	0.2948
O	2.3668	5.6572	23.0022	-0.1539	-0.4156	-0.4919
O	11.2943	2.4154	22.4875	0.2676	0.0479	0.1769
O	10.548	11.5937	16.0849	0.2502	-0.1003	0.136
O	2.6498	7.7258	24.3995	-0.5822	0.1711	-0.1349
O	4.0666	2.7988	25.6473	-0.4262	0.3894	0.156
O	8.8934	6.1535	26.2354	0.1267	-0.2853	-0.3331
O	-1.5168	7.9749	28.7768	0.0552	0.6341	0.0525
O	13.4733	8.0455	16.5617	0.1912	-0.6147	0.0713
O	6.8299	14.9714	15.1508	0.083	-0.2598	0.3635
O	-0.227	13.3285	24.6394	-0.2311	0.1734	0.6415
O	6.9939	0.6233	18.0201	-0.3579	-0.3674	0.2539
O	3.9851	6.9315	15.4342	0.0821	0.1969	0.1951
O	-3.3961	10.3177	28.3503	0.5137	-0.0215	-0.1325
O	1.1695	7.5352	26.5174	0.024	0.1264	0.2344
N	1.5259	11.7324	26.1369	0.0083	0.1055	-0.1076
O	3.2489	2.4599	16.0947	0.0984	-0.5119	0.0814
O	1.353	4.0571	15.397	0.0413	0.2235	0.2423
O	8.0243	15.331	28.7177	-0.1472	-0.2294	-0.1438
O	4.5316	14.7819	24.2862	0.0385	0.3776	0.0747
O	4.1615	14.0434	26.7889	0.6153	0.0451	0.1413
O	7.8733	8.6062	16.3528	-0.0739	-0.1597	0.3512
O	1.2694	1.4448	22.0527	0.0391	-0.3324	0.3954
O	8.8774	3.3077	29.6902	-0.1178	-0.1432	-0.2009
O	-1.3189	1.3692	15.4355	0.1016	-0.0304	0.4366
O	12.0611	9.6825	15.2926	0.1882	-0.0007	0.5329
O	2.3331	4.7854	28.2655	0.5971	-0.1793	-0.1234
O	4.566	4.7514	16.5944	0.0744	0.2864	0.3754
O	4.1447	12.2569	15.3984	0.1945	-0.2592	0.3255
N	1.8146	12.7399	20.3928	-0.0188	-0.0237	-0.0351
O	0.5799	6.3988	29.4047	-0.1239	0.0579	-0.4839
O	7.346	16.0146	25.8218	-0.5557	-0.2422	0.3613
O	1.0891	1.0348	29.1946	-0.1836	0.3616	0.5515
O	4.4874	8.4078	18.1774	-0.0394	-0.4926	-0.2046
O	7.5944	2.2965	16.1728	0.1317	0.5217	0.1187
O	2.573	15.6648	28.2514	0.1897	0.1591	-0.5194
O	8.7402	3.1754	22.3968	-0.011	-0.5726	-0.0157
O	5.9268	10.4254	16.2134	-0.3194	-0.2024	0.2957
O	0.1978	13.6557	16.311	-0.1133	-0.5042	-0.5994
O	4.214	14.2628	29.426	-0.0515	0.4448	0.1824
O	7.3349	1.4903	24.0687	0.5972	0.3103	-0.0883
O	11.4289	1.8508	26.596	0.5149	-0.0213	-0.3602
O	1.2125	1.5089	19.4281	0.0014	-0.1551	-0.294
O	0.1991	3.6376	18.457	-0.281	-0.2196	-0.1355
O	-3.06	10.64	25.8822	0.0588	0.4222	0.3965
O	4.822	6.3488	23.7591	0.0178	-0.2504	0.355
O	8.9069	1.8607	26.1785	-0.0391	-0.0571	0.0167
O	2.0803	4.609	25.4543	0.6021	-0.1364	0.0132
O	0.2739	8.0661	20.6586	0.0236	-0.2362	0.5596
O	-0.9331	1.9128	28.125	-0.5452	0.2014	-0.3584
O	2.1791	14.6664	25.3339	-0.2745	-0.2191	0.0229
O	-1.5132	6.9575	26.4086	-0.2702	0.0559	-0.5315
O	-2.9836	9.629	23.5649	0.3192	-0.3781	-0.0815
O	10.078	4.092	27.2008	0.3952	0.0041	0.3424
O	1.5336	10.6092	28.5643	-0.168	-0.049	-0.2868
O	10.816	13.5935	22.7344	0.0594	0.063	0.5077
O	6.8041	9.4706	18.5614	0.2906	0.2544	0.25
O	8.5822	14.4184	21.6816	0.1224	-0.2814	-0.1102
O	4.6128	2.5602	28.2866	-0.1905	-0.0665	0.1151
O	8.7316	8.7214	29.3024	0.044	-0.1587	-0.3469
O	-2.2498	3.6723	29.3423	-0.0751	-0.0891	-0.3185
O	-2.5061	12.1981	23.7326	-0.4399	0.3535	0.3759
O	-0.4486	5.4689	16.6812	-0.2978	0.3327	0.011
O	9.8303	0.8503	15.3096	0.0137	-0.0982	0.2601
O	5.1549	6.7657	28.7926	0.2562	-0.3204	0.2624
O	9.9694	13.5644	28.7163	0.0524	-0.3196	-0.2871
O	5.3315	2.5895	17.6959	0.0031	0.2426	0.7632
O	7.4116	13.3876	24.693	-0.1303	0.1196	-0.5147
O	-2.2896	7.295	20.9167	0.2329	-0.2474	0.711
O	1.2875	11.6942	23.2194	0.3877	-0.504	-0.0106
O	8.6051	13.3584	15.9667	-0.2218	0.2855	0.3614
O	-1.9604	14.7341	17.4086	0.2827	0.555	-0.4033
O	4.3459	11.2179	27.2885	-0.0288	-0.1922	0.362
O	7.0734	4.5097	20.6591	-0.2141	-0.3135	-0.4777
O	2.7173	9.0703	16.3112	-0.0726	0.3684	-0.0563
O	-0.2182	10.7414	16.5441	0.7207	-0.3355	0.0488
O	8.9287	6.2963	20.6096	0.2365	0.4191	-0.1419
O	5.1665	9.1425	20.5686	0.405	0.2418	0.2447
O	13.0063	2.9319	16.0792	-0.3373	-0.3262	-0.0871
O	2.2042	13.0832	28.3229	-0.1291	-0.0024	0.2371
O	11.3359	11.0348	22.5856	-0.2985	0.152	0.3013
O	4.4204	12.1432	20.201	0.3199	-0.5662	-0.0149
O	2.6738	14.3146	16.1897	0.3566	0.0588	0.3729
O	8.2658	11.0826	17.2253	0.193	0.1165	0.1957
O	-3.1798	5.9363	28.4005	-0.5233	0.088	-0.4061
O	4.792	1.1176	23.7215	-0.182	-0.1941	0.1054
O	-0.6526	5.74	19.471	0.1512	-0.4656	0.2272
O	6.2262	17.093	29.4128	0.0546	0.0862	-0.4193
O	10.3089	3.442	24.6483	0.3024	0.448	0.1083
O	10.8155	9.9579	26.6003	-0.2749	0.294	0.2515
O	-0.663	10.7089	24.7423	0.1764	-0.5696	0.3587
O	0.6573	16.5589	26.6464	-0.4617	-0.4979	0.2139
O	-0.3264	12.5381	28.2819	-0.2202	-0.0999	-0.238
O	3.0775	10.802	18.3555	0.1691	0.195	-0.107
O	11.4282	11.7245	29.7082	-0.0481	-0.0411	-0.1452
O	6.3494	11.0013	24.3109	0.1381	-0.551	-0.0025
O	-2.4879	15.035	20.0221	0.2159	-0.3607	0.1051
O	-3.6036	16.3394	28.2848	0.1844	-0.1326	-0.2509
O	11.4411	3.1312	18.0975	0.1063	-0.278	0.016
O	6.4306	2.2472	26.4672	0.2418	-0.0474	0.3759
O	10.155	6.5269	28.5358	0.3337	0.0926	-0.0567
O	8.5818	8.6727	25.7534	-0.1846	0.2231	0.058
O	5.5665	12.9077	22.8075	0.3548	-0.1362	-0.2354
O	-2.0622	14.4051	29.1963	0.0108	-0.1089	-0.1147
O	7.8882	5.1955	28.4341	-0.5215	0.0622	-0.3744
O	9.5765	16.3442	18.1834	-0.0352	-0.3416	-0.4379
O	-0.7338	12.2631	21.6737	-0.1853	-0.5307	-0.2535
O	8.9277	11.1133	25.0469	0.1075	0.3665	-0.106
O	3.4234	8.8578	29.3326	0.1245	0.089	-0.465
O	4.3595	10.4083	22.7361	-0.2666	-0.1756	0.2036
O	11.8379	8.5792	21.7489	-0.4964	-0.0797	0.0853
O	6.3784	2.1858	21.8321	-0.3735	0.0031	-0.3471
N	11.075	1.2931	20.0592	0.0336	0.035	-0.0495
O	6.4564	7.176	26.605	-0.1685	0.335	-0.0104
N	3.8457	12.179	24.8189	-0.1468	-0.0119	-0.0456
O	10.7242	12.2853	20.3946	-0.3708	-0.5113	-0.2022
O	12.2616	16.0522	18.1531	0.06	0.4047	-0.6647
O	-3.3563	12.7754	21.4121	0.0626	-0.0421	-0.3968
O	-2.289	10.2225	18.0743	-0.5225	0.4337	-0.0946
O	10.911	1.6558	29.0932	0.0705	-0.0823	0.0284
O	3.6613	14.352	19.1778	0.0528	0.3294	-0.5116
O	0.6721	3.7917	23.2367	-0.5203	-0.2705	0.2316
O	3.5143	7.8714	22.0148	-0.0461	-0.0813	-0.3627
O	1.2231	14.6934	18.3804	-0.4813	0.2667	0.0464
O	8.9186	14.0857	26.5344	0.2142	-0.7629	0.0627
O	3.0733	2.926	23.1388	0.466	0.2294	-0.0157
O	3.0321	9.521	26.0288	0.1627	0.0155	0.0062
O	0.6977	16.1627	16.1944	0.2814	0.5007	0.4748
O	9.6249	6.7553	15.5785	0.0011	-0.0142	0.2786
O	10.7593	14.8431	19.8845	-0.1214	-0.1155	0.3239
O	5.2781	4.7612	26.9404	0.1381	0.0108	-0.1212
O	-0.7078	16.6128	20.9588	-0.2342	0.397	-0.2199
O	0.1065	5.0776	26.9721	-0.7095	-0.3452	0.4601
O	0.9337	14.1148	22.4896	0.4958	0.4615	-0.0255
N	-2.0271	12.6071	15.616	0.0776	-0.2977	0.0914
O	6.2879	14.2155	20.2023	0.1499	0.0335	-0.4086
O	4.1105	14.4751	21.6248	-0.6293	0.1074	-0.1157
O	-1.2909	7.9674	18.5693	0.5035	0.0818	-0.5755
O	10.2963	15.9744	27.5555	-0.1725	-0.1237	-0.158
O	2.4306	0.9379	24.8184	-0.0633	-0.0373	0.1428
N	-1.693	14.619	22.6243	-0.1219	0.1984	0.0786
O	12.0708	14.9082	15.2421	0.1371	-0.2247	0.0372
O	-3.6255	8.1809	27.0326	-0.3665	-0.263	-0.1533
O	10.4906	5.0297	22.5232	0.4188	0.3418	0.2884
N	6.3369	15.7265	22.4344	0.1079	0.0736	0.1235
O	8.8957	2.3226	18.9677	-0.4724	0.3102	-0.1712
O	0.1541	6.0797	24.5416	-0.4986	0.3859	-0.5382
O	1.7515	3.6598	20.7758	0.2474	0.5213	0.0329
O	1.7562	15.6124	20.6367	0.4122	-0.0267	0.2283
O	10.3368	4.0788	20.1738	0.0638	-0.0276	0.1154
O	7.4055	6.8288	24.2531	0.3877	0.3401	-0.2948
O	-3.2411	16.8389	21.7975	0.0647	0.1229	-0.0364
O	7.9107	16.4627	20.2943	-0.1223	0.1329	0.1171
O	6.6096	4.4886	23.2214	-0.0846	-0.2461	0.5047
O	2.8914	3.4841	18.437	0.2074	0.101	0.4112
O	12.4918	8.3557	19.1066	-0.4503	-0.0918	-0.0415
O	5.9462	12.3883	29.0311	0.5768	0.1535	0.1769
O	10.5889	16.2052	22.2939	-0.059	0.1299	0.0621
O	1.3548	2.6773	27.0823	0.187	-0.0541	-0.4824
O	-1.0414	12.4604	18.2865	-0.2261	0.41	0.6704
O	0.1994	10.3237	19.2312	0.0873	0.1162	0.1525
O	9.7805	13.0192	18.162	-0.4382	0.0934	0.006
O	6.6131	6.7671	21.8787	-0.2197	0.7359	-0.181
O	12.3805	13.4278	18.5141	0.2874	-0.5042	-0.1304
O	6.5201	7.0053	19.4067	-0.1049	-0.2861	-0.4728
O	9.2044	15.1905	24.1336	0.3747	0.4394	0.1882
O	11.5709	6.3453	20.4955	0.2169	-0.314	-0.0737
N	2.48	10.0441	20.787	-0.1399	0.1475	0.1199
O	10.6824	9.1699	24.14	-0.2181	-0.5729	0.0127
O	6.9208	11.8244	26.6901	0.2918	0.3449	0.1839
O	1.94	8.4327	18.6989	-0.2802	-0.8729	-0.0677
O	-2.4768	4.4548	18.009	-0.0762	0.2187	0.3678
O	5.4112	0.6707	15.9472	-0.3655	0.1479	0.4032
O	3.8018	7.018	26.6293	-0.1741	-0.2665	0.2993

Results
total energy: -106630.447 eV
total energy less fixed offsets of N -271.95, O -438.35, Si -107.03 eV per atom: 12.593 eV
